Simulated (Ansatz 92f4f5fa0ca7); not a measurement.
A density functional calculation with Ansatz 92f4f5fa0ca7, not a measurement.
Periodic cell of 227 atoms, Si134O92H1, from a study of silicon, its oxide and their interface. The atomic structure is a simulated model.
Doubt: the cutoff is far below the 930 eV that the study's wrapper takes by default for these files, so forces and energies are approximate.
This geometry differs little from another in the collection (a relaxation step or a small displacement).

Settings
functional: PBE
potential files: Ansatz PAW
basis: plane waves
wave-function cutoff: 580 eV
density cutoff ratio: 5
exchange-correlation grid ratio: 1
k mesh: 1 x 1 x 1, Gamma-centred
self-consistency stop: 5e-08 eV per atom in the density residual
occupations: fixed
spin: none
net charge: +1 e, with a uniform compensating background and no finite-size correction

Cell vectors (angstrom)
a, 10.938, 0, 0
b, 0, 10.938, 0
c, 0, 0, 33.0125

Atoms and the computed forces on them: element, x, y, z (angstrom), force x, y, z (eV/angstrom)
Si, -0.1628, 0.1881, 25.4847, 0.0031, 0.0002, 0.0084
Si, 5.8446, -0.3143, 25.5671, -0.0077, 0.0028, 0.0012
Si, 2.5373, 2.9733, 25.6253, 0.0037, -0.0043, 0.0086
Si, 8.5751, 2.4374, 25.665, 0.0005, -0.002, 0.0248
Si, 0.2625, 5.1008, 25.7461, 0.0129, -0.0064, 0.0223
Si, 5.2237, 5.6779, 25.4834, 0.008, -0.0073, 0.0065
Si, 2.9734, 7.9269, 25.3446, -0.0018, 0.0042, -0.0064
Si, 8.0831, 8.3915, 25.4048, -0.0004, -0.0094, 0.0001
Si, 1.4115, 1.3138, 26.8602, 0.0001, -0.0011, -0.0018
Si, 6.9194, 1.2975, 26.8986, -0.0014, 0.0044, -0.0027
Si, 4.1187, 4.1387, 26.9001, 0.0032, -0.0042, -0.0041
Si, 9.6556, 3.9775, 27.0605, 0.0018, -0.0035, -0.0039
Si, 1.4378, 6.8253, 26.8177, -0.0091, -0.0011, -0.0028
Si, 6.8805, 6.8179, 26.7577, 0.0048, -0.0027, -0.0031
Si, 4.1517, 9.4779, 26.7665, -0.0038, 0.0097, -0.0031
Si, 9.6101, 9.5444, 26.807, 0.0036, -0.0016, -0.001
Si, 2.797, -0.0655, 28.1828, 0.0015, -0.0003, -0.0044
Si, 8.2639, -0.0549, 28.2572, 0.0003, 0.0049, -0.0025
Si, 0.0913, 2.6274, 28.3264, -0.0004, 0.0048, -0.0063
Si, 5.5005, 2.7108, 28.2048, 0.0005, 0.0023, -0.0048
Si, 2.7485, 5.4786, 28.2607, -0.0006, -0.0008, 0.0004
Si, 8.2125, 5.4503, 28.2116, -0.0017, 0.0029, -0.0073
Si, 0.0329, 8.1801, 28.1851, 0.0013, -0.0009, -0.0014
Si, 5.5092, 8.156, 28.2016, -0.0012, -0.0025, 0.0012
Si, 4.1018, 1.3673, 29.5942, 0.0966, -0.1299, -0.2781
Si, 9.5708, 1.3673, 29.5942, 0.095, -0.441, 0.5782
Si, 1.3673, 4.1018, 29.5942, 0.2635, 0.0167, 0.3822
Si, 6.8362, 4.1018, 29.5942, -0.0183, -0.0146, -0.0959
Si, 4.1018, 6.8362, 29.5942, 0.2316, 0.0472, 0.1674
Si, 9.5708, 6.8362, 29.5942, 0.0616, 0.0146, -0.2667
Si, 1.3673, 9.5708, 29.5942, 0.1077, -0.0882, -0.2745
Si, 6.8362, 9.5708, 29.5942, 0.0131, -0.199, 0.0001
Si, 0, 0, 30.9615, -0.1228, 0.0686, 0.0393
Si, 5.469, 0, 30.9615, 0.013, -0.0024, -0.0246
Si, 2.7345, 2.7345, 30.9615, -0.0268, 0.1395, 0.0164
Si, 8.2035, 2.7345, 30.9615, 0.0118, 0.032, -0.0381
Si, 0, 5.469, 30.9615, -0.0598, -0.0513, -0.0203
Si, 5.469, 5.469, 30.9615, -0.0669, 0.0205, -0.0024
Si, 2.7345, 8.2035, 30.9615, 0.0519, 0.0403, -0.022
Si, 8.2035, 8.2035, 30.9615, -0.0724, 0.0404, -0.0044
Si, 1.3673, 1.3673, 32.3287, 0.0344, -0.064, -0.0221
Si, 6.8362, 1.3673, 32.3287, 0.0303, 0.0207, -0.0175
Si, 4.1018, 4.1018, 32.3287, 0.0843, -0.0689, -0.0065
Si, 9.5708, 4.1018, 32.3287, 0.0028, -0.0022, -0.024
Si, 1.3673, 6.8362, 32.3287, 0.0156, -0.0173, -0.0234
Si, 6.8362, 6.8362, 32.3287, 0.0601, -0.0552, -0.0213
Si, 4.1018, 9.5708, 32.3287, -0.0282, -0.0126, -0.0157
Si, 9.5708, 9.5708, 32.3287, 0.086, -0.0617, -0.0108
Si, 2.7345, 0, 0.6835, -0.0011, 0.03, 0.0163
Si, 8.2035, 0, 0.6835, -0.0669, 0.0076, 0.0119
Si, 0, 2.7345, 0.6835, -0.0542, 0.0548, 0.0076
Si, 5.469, 2.7345, 0.6835, -0.0112, 0.0626, 0.0319
Si, 2.7345, 5.469, 0.6835, -0.0281, 0.0114, 0.0179
Si, 8.2035, 5.469, 0.6835, -0.0293, -0.0039, 0.0285
Si, 0, 8.2035, 0.6835, -0.0894, 0.0214, 0.0291
Si, 5.469, 8.2035, 0.6835, -0.0206, 0.0507, 0.0056
Si, 4.1018, 1.3673, 2.0507, -0.026, -0.0865, 0.0071
Si, 9.5708, 1.3673, 2.0507, 0.096, 0.0425, 0.0504
Si, 1.3673, 4.1018, 2.0507, -0.0375, -0.0513, 0.055
Si, 6.8362, 4.1018, 2.0507, 0.0144, -0.0636, -0.048
Si, 4.1018, 6.8362, 2.0507, 0.0588, -0.0637, 0.0187
Si, 9.5708, 6.8362, 2.0507, 0.0064, -0.0168, -0.0051
Si, 1.3673, 9.5708, 2.0507, 0.0754, 0.0039, -0.0057
Si, 6.8362, 9.5708, 2.0507, 0.0979, -0.0799, 0.0047
Si, 0, 0, 3.418, 0.1944, 0.1036, 0.1206
Si, 5.469, 0, 3.418, -0.3504, 0.0224, 0.3921
Si, 2.7345, 2.7345, 3.418, -0.1756, -0.275, 0.0995
Si, 8.2035, 2.7345, 3.418, -0.3119, 0.0606, -0.0474
Si, 0, 5.469, 3.418, 0.0656, 0.1963, -0.1237
Si, 5.469, 5.469, 3.418, -0.0061, -0.003, -0.3919
Si, 2.7345, 8.2035, 3.418, -0.0483, 0.4696, 0.2552
Si, 8.2035, 8.2035, 3.418, -0.0789, 0.3132, -0.4091
Si, 1.3986, 1.3376, 4.8888, 0.0132, 0.0022, -0.0094
Si, 6.7822, 1.4084, 4.8, -0.0017, -0.0025, -0.0005
Si, 4.103, 4.0883, 4.7432, -0.0094, -0.0104, 0.0071
Si, 9.5125, 4.17, 4.7414, -0.0028, 0.0122, 0.0005
Si, 1.3178, 6.9016, 4.7802, -0.023, 0.0036, 0.0026
Si, 6.7724, 6.9046, 4.7163, 0.0013, 0.0082, -0.0004
Si, 4.024, 9.6365, 4.8894, 0.0033, 0.0021, 0.0024
Si, 9.5382, 9.6078, 4.7564, -0.0086, 0.0004, -0.0063
Si, 2.7242, 0.0101, 6.5274, -0.0093, -0.0125, -0.0014
Si, 8.1221, 0.0048, 6.1181, 0.0152, 0.0037, 0.0201
Si, -0.1941, 2.725, 6.1016, -0.0097, -0.0092, 0.0209
Si, 5.4055, 2.7592, 6.2069, 0.0003, 0.0084, 0.0078
Si, 2.7556, 5.5496, 6.0568, 0.022, 0.0036, 0.0148
Si, 8.1623, 5.5889, 6.0362, -0.0067, -0.0067, 0.0178
Si, -0.0486, 8.2737, 6.16, 0.0049, -0.0007, 0.002
Si, 5.3885, 8.1858, 6.1452, 0.0036, 0.002, 0.0014
Si, 3.869, 1.805, 7.7877, 0.0144, -0.0004, -0.0081
Si, 9.6045, 1.1946, 7.5007, -0.0301, -0.0021, -0.0247
Si, 1.6194, 3.7969, 6.9985, -0.0375, 0.0213, -0.0415
Si, 6.6087, 4.4414, 7.3077, 0.0152, -0.0085, -0.0133
Si, 4.3182, 6.5758, 7.5125, -0.0072, 0.0043, -0.0242
Si, 9.2784, 7.1312, 7.4302, 0.0092, -0.0136, -0.0062
Si, 0.8616, 9.8369, 7.6838, 0.0173, -0.0079, -0.0159
Si, 6.9983, 9.3226, 7.3872, 0.0042, 0.0078, -0.0198
O, 5.4699, 5.4732, 7.9377, 0.0045, -0.0123, 0.0071
O, -0.0873, 0.2256, 7.892, 0.0201, -0.0012, 0.0066
O, 2.5687, 2.8708, 7.9274, 0.03, -0.0168, 0.0437
O, 8.1697, 8.2648, 7.8581, -0.0109, 0.0074, 0.0109
O, 2.2581, 8.5372, 23.9648, -0.0039, 0.0035, -0.0046
O, 8.1112, 5.4858, 22.9446, -0.0026, 0.0004, -0.0058
O, 6.9403, 9.5204, 24.9671, 0.0025, -0.0087, 0.0073
O, 1.38, 4.0473, 25.1137, 0.0012, 0.0006, -0.0071
O, 6.333, 9.9518, 8.7401, -0.0037, 0.0072, -0.0009
O, -0.759, 4.0086, 9.0512, 0.0042, -0.0283, 0.0016
O, 0.6756, 9.1455, 9.1682, -0.0056, -0.0035, 0.0153
O, 7.5164, 3.8689, 8.5328, -0.0411, 0.0087, -0.0289
O, 9.8164, 6.5725, 8.8805, -0.0553, 0.0883, -0.0556
O, 4.4643, 1.8003, 9.3321, -0.0007, -0.0008, -0.0051
O, 3.5862, 7.1281, 8.8781, -0.0044, 0.0081, 0.0086
O, 8.9617, 1.7287, 8.9524, -0.0207, 0.0108, 0.0156
O, 5.2371, 0.4993, 24.2861, -0.006, 0.0052, -0.0066
O, 7.9896, 3.255, 24.3916, -0.0081, 0.0095, -0.015
O, 11.7073, 6.6489, 19.8624, -0.0039, -0.0002, -0.0048
O, 5.8721, 4.8565, 24.2134, 0.0006, -0.0038, -0.0063
O, 8.8203, 7.7951, 24.0267, 0.0045, -0.0014, -0.0097
O, 3.2832, 2.3634, 24.3, 0.0027, -0.0031, -0.005
O, 4.1146, 6.7895, 24.9109, -0.0024, 0.0038, 0.0055
O, 11.3906, -0.4535, 24.0918, 0.0046, -0.0041, -0.0068
Si, 11.6809, 8.9616, 10.7965, 0.0009, -0.0116, -0.0057
Si, 6.95, 15.2243, 11.6337, 0.0062, -0.0056, -0.0031
Si, 8.2045, 11.362, 15.1417, 0.0008, 0.0009, -0.002
Si, 2.0675, 13.1101, 19.3858, -0.0007, -0.0008, 0.0002
Si, 4.63, 13.4963, 10.803, -0.0043, 0.0024, 0.0046
Si, 1.7069, -2.389, 17.6615, -0.0012, 0.0003, -0.0009
Si, 4.9738, 1.4395, 18.8537, 0.0004, 0.0016, -0.0009
Si, 0.8173, -0.6351, 20.1562, 0.0009, -0.0024, 0.0034
Si, -0.8644, 7.686, 13.062, -0.001, -0.005, -0.0017
Si, -3.2296, -1.9396, 16.645, -0.0009, -0.0007, -0.0023
Si, 9.1414, 2.4798, 16.735, 0.0002, -0.0005, -0.003
Si, 8.7286, 3.2939, 9.4256, 0.0793, 0.0128, -0.0114
Si, 6.5085, 9.8324, 10.3667, -0.0042, -0.0157, 0.01
Si, 10.7043, 5.4605, 9.6458, 0.0594, -0.0931, -0.099
Si, 1.6535, 8.9988, 14.5705, -0.0062, 0.0012, -0.0022
Si, 3.9943, 12.0923, 23.475, 0.0008, -0.0025, 0.0021
Si, 5.3456, 3.0194, 21.4369, -0.0014, -0.0037, 0.0007
Si, -3.8665, 7.452, 12.1553, 0, -0.0007, 0.0007
Si, -1.9413, -1.8717, 19.2445, 0.0014, -0.0008, -0.0017
Si, 11.3999, 5.6591, 21.121, -0.002, 0.0039, 0.0008
Si, 6.3244, 2.3009, 16.0801, -0.0058, 0.0009, -0.0013
Si, 16.4051, 4.3578, 14.2253, 0.0005, 0.0022, -0.0006
Si, -0.0953, 4.8683, 12.7167, -0.0126, -0.0155, 0.0109
Si, 10.296, 2.2193, 14.0103, 0, 0.0051, -0.0056
Si, 1.6924, 9.8913, 23.191, 0.0027, 0.0002, 0.0025
Si, 3.0172, 4.5456, 12.2021, -0.0026, -0.0064, -0.0037
Si, 5.8901, 6.8853, 16.0831, -0.0018, -0.0003, 0
Si, -4.8728, 9.4942, 19.0662, -0.0025, 0.0007, -0.0029
Si, 10.6062, 6.7556, 18.6564, -0.0006, -0.0004, -0.0008
Si, 4.2792, 6.996, 18.6773, -0.0024, -0.0011, -0.0019
Si, -0.2806, 3.8648, 18.8386, -0.0009, 0.001, -0.0009
Si, 4.4898, 0.0662, 12.1898, 0.0014, -0.0028, 0.0015
Si, 12.4082, 11.2779, 12.7083, -0.0005, 0.0013, -0.0004
Si, 2.5796, 6.7067, 10.1013, -0.0198, -0.005, -0.0149
Si, 7.1704, 4.2515, 23.4193, 0.0011, 0.0056, 0.0051
Si, 9.3867, 6.3764, 23.402, -0.0117, 0.008, 0
Si, 4.5928, -2.3903, 13.9222, 0.0002, 0.0006, -0.0005
Si, 3.1994, 4.7862, 20.8326, -0.001, -0.0013, -0.0003
O, 8.9743, -1.6458, 17.6217, -0.0009, -0.0013, 0.002
O, -4.5571, 9.5473, 17.4532, -0.0021, -0.0004, 0.0001
O, 11.6107, 1.6869, 13.1646, -0.0011, -0.0014, -0.0009
O, 10.4041, 6.1662, 13.5668, -0.004, 0.0176, 0.0292
O, 3.7433, 5.8159, 19.6767, -0.0009, 0.0011, -0.0001
O, 12.2908, 5.8115, 9.388, 0.0107, 0.0062, -0.009
O, 7.5604, 10.942, 10.9233, 0.1865, 0.1687, -0.1912
O, -3.5111, -3.5223, 16.3379, -0.0006, 0.0007, -0.0003
O, 5.6789, 3.8089, 10.7072, -0.0035, 0.0016, 0.0015
O, 15.0067, 4.6191, 13.4322, 0.0071, 0.0005, 0.0073
O, -1.2844, 1.3318, 25.0603, 0.0032, -0.0045, -0.0088
O, 5.0342, 8.137, 15.4365, -0.0002, -0.0015, 0.0008
O, 8.8508, 11.8107, 16.5949, -0.0012, 0.0001, 0.0005
O, 2.9526, 8.2159, 13.8665, -0.0008, -0.0013, -0.0024
O, 5.0014, 10.0427, 10.9708, -0.0078, 0.0038, -0.0022
O, 1.958, 5.3887, 21.7364, 0.0003, -0.0008, -0.0011
O, 13.0405, 8.0436, 10.9049, -0.0042, 0.0053, -0.0007
O, 1.2226, -1.2715, 21.6334, -0.0021, 0.0006, -0.0058
O, 1.0832, 3.0534, 18.4148, -0.0029, 0.0007, -0.0005
O, 5.5201, 2.6095, 19.8684, -0.002, -0.0014, -0.0041
O, 2.9848, 7.6144, 17.9396, -0.0006, -0.0008, 0.0007
O, 1.8631, -1.7843, 16.1689, -0.0005, -0.0008, 0
O, 0.6897, 10.4002, 11.5581, 0.0009, 0.006, 0.0012
O, 2.9059, 0.0174, 23.1434, -0.0024, -0.001, -0.0005
O, 3.1983, 3.1954, 11.2877, 0.0006, -0.0013, -0.0024
O, 0.3323, 7.6836, 17.5196, -0.0008, -0.0003, 0.0002
O, -0.6006, 13.6669, 15.5976, -0.0027, -0.0012, 0.0031
O, -2.5161, 7.8157, 13.0527, -0.0048, 0.0016, -0.004
O, 7.16, 5.9031, 11.6098, 0.0008, 0.0013, 0.0002
O, 5.1228, 8.1943, 19.4385, -0.0013, -0.0002, 0.0003
O, 5.2246, 6.3709, 17.4864, -0.0018, 0.0003, 0.0014
O, 5.6371, 7.7221, 12.9346, -0.0049, -0.0001, -0.0005
O, 10.4382, 5.3079, 11.2062, -0.0527, 0.0209, 0.1041
O, -0.5274, 6.464, 22.1357, 0.0069, -0.0027, -0.008
O, -1.7576, 1.0023, 13.9453, -0.0036, -0.0024, 0.0006
O, -0.5587, 5.2669, 18.0322, -0.0002, -0.0012, 0.0011
O, 8.0087, 9.7496, 15.2153, -0.0015, 0.0005, -0.0009
O, 6.6519, 3.8815, 13.1865, -0.005, -0.001, 0.0051
O, 4.5144, 4.409, 21.7042, -0.0024, 0.0013, -0.0006
O, 8.2526, 3.4954, 10.9701, -0.0228, 0.0055, 0.0153
O, 7.5096, 9.3803, 19.8619, -0.0009, -0.0005, 0.0019
O, 10.4964, 8.0829, 11.5055, -0.0078, -0.0083, -0.0068
O, 7.6966, 14.1294, 16.3589, -0.0015, -0.0015, -0.0006
O, 1.7092, 10.5472, 14.1177, 0.0006, -0.0029, 0.0013
O, 0.1469, 8.5094, 14.0823, 0.0052, 0.0035, 0.001
O, 9.965, 3.5918, 13.1885, -0.0001, -0.0075, 0.0035
O, 14.2651, 5.8033, 11.2064, 0.0104, -0.0032, 0.0009
O, -3.8976, 8.3542, 10.7958, -0.0018, -0.0097, 0.0006
O, -0.2375, 4.2875, 20.4514, -0.0023, -0.0021, -0.0032
O, 6.7246, 12.041, 15.0339, -0.0011, 0.0013, 0.0004
O, 13.8685, 11.4432, 12.0185, 0.0002, -0.0007, -0.0023
O, 16.1373, 3.2121, 15.3444, 0.0032, -0.0067, 0.0049
O, 6.7792, 3.3444, 22.1292, -0.004, -0.0038, -0.007
O, 5.2152, 12.4599, 11.9376, 0.001, -0.0048, -0.0018
O, 5.3157, 10.8894, 19.4506, -0.0013, 0.0003, 0.0001
O, 3.3522, 1.5317, 18.6148, -0.0014, -0.0002, -0.0002
O, 9.4884, 2.867, 18.2795, -0.0015, -0.0001, 0.0011
O, 1.2035, 11.9095, 20.1263, 0, 0.0021, -0.0013
O, 1.6066, 9.6346, 18.8832, -0.0015, -0.0012, -0.0033
O, 10.2526, 5.648, 24.5479, -0.0099, 0.0071, -0.0098
O, 5.9599, 5.6906, 14.9961, -0.0003, -0.0004, -0.0007
O, 4.5999, 1.7374, 22.1029, 0.0018, 0.0033, -0.0027
O, 2.6562, 14.2461, 20.3884, -0.0026, -0.002, -0.0012
O, -0.7916, 20.936, 19.9493, -0.0061, -0.0023, -0.0011
O, 4.7548, -0.7761, 13.5726, -0.0015, -0.0035, -0.0017
O, 5.7148, 1.6785, 17.4379, -0.0008, -0.0007, -0.0021
O, 1.5075, 4.5945, 12.7989, 0.014, -0.0074, 0.0082
O, 9.2935, 7.4465, 19.3528, -0.0006, 0.0032, -0.0017
H, 8.0839, 11.4701, 10.2857, -0.1762, -0.1494, 0.1827

Results
free energy: -137526.702 eV
free energy less fixed offsets of H -15.97, O -568.88, Si -635.61 eV per atom: -2.032 eV

The program warned: the cutoff lies below the one the program advises for these potential files; the exchange-correlation potential is rough where the density is thin.
